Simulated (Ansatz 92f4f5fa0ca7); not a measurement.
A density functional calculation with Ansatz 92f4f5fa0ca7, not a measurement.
Periodic cell of 221 atoms, Si132O87H1N1, from a study of silicon, its oxide and their interface. The atomic structure is a simulated model.
Doubt: the cutoff is far below the 930 eV that the study's wrapper takes by default for these files, so forces and energies are approximate.

Settings: functional PBE; potential files Ansatz PAW; basis plane waves; wave-function cutoff 580 eV; density cutoff ratio 5; exchange-correlation grid ratio 1; k mesh 1 x 1 x 1, Gamma-centred; self-consistency stop 5e-08 eV per atom in the density residual; occupations fixed; spin none; net charge 0.

Cell vectors (angstrom)
a 10.938 0 0
b 0 10.938 0
c 0 0 32.7587

Atoms: element, x, y, z (angstrom)
Si -0.266 0.3517 25.2039
Si 5.7773 -0.1681 25.2598
Si 2.5138 3.1014 25.2649
Si 8.4749 2.5873 25.1435
Si 0.3088 5.2939 25.2521
Si 5.1635 5.8029 25.3609
Si 3.0008 8.0091 25.2793
Si 7.9683 8.5559 25.2819
Si 1.3515 1.4546 26.5504
Si 6.9132 1.4269 26.5751
Si 4.0424 4.2055 26.6863
Si 9.6162 4.1297 26.5461
Si 1.4223 6.86 26.6307
Si 6.8297 6.9314 26.6044
Si 4.1529 9.6157 26.5805
Si 9.5578 9.6948 26.6024
Si 2.7219 0.0308 27.9172
Si 8.1931 0.0447 28.0041
Si -0.0104 2.7582 27.9756
Si 5.4647 2.7595 27.9363
Si 2.7006 5.5086 28.0495
Si 8.2021 5.4885 27.9206
Si -0.0133 8.2374 27.9319
Si 5.4579 8.2382 27.996
Si 4.1018 1.3673 29.3404
Si 9.5708 1.3673 29.3404
Si 1.3673 4.1018 29.3404
Si 6.8362 4.1018 29.3404
Si 4.1018 6.8362 29.3404
Si 9.5708 6.8362 29.3404
Si 1.3673 9.5708 29.3404
Si 6.8362 9.5708 29.3404
Si 0 0 30.7077
Si 5.469 0 30.7077
Si 2.7345 2.7345 30.7077
Si 8.2035 2.7345 30.7077
Si 0 5.469 30.7077
Si 5.469 5.469 30.7077
Si 2.7345 8.2035 30.7077
Si 8.2035 8.2035 30.7077
Si 1.3673 1.3673 32.0749
Si 6.8362 1.3673 32.0749
Si 4.1018 4.1018 32.0749
Si 9.5708 4.1018 32.0749
Si 1.3673 6.8362 32.0749
Si 6.8362 6.8362 32.0749
Si 4.1018 9.5708 32.0749
Si 9.5708 9.5708 32.0749
Si 2.7345 0 0.6835
Si 8.2035 0 0.6835
Si 0 2.7345 0.6835
Si 5.469 2.7345 0.6835
Si 2.7345 5.469 0.6835
Si 8.2035 5.469 0.6835
Si 0 8.2035 0.6835
Si 5.469 8.2035 0.6835
Si 4.1018 1.3673 2.0507
Si 9.5708 1.3673 2.0507
Si 1.3673 4.1018 2.0507
Si 6.8362 4.1018 2.0507
Si 4.1018 6.8362 2.0507
Si 9.5708 6.8362 2.0507
Si 1.3673 9.5708 2.0507
Si 6.8362 9.5708 2.0507
Si 0 0 3.418
Si 5.469 0 3.418
Si 2.7345 2.7345 3.418
Si 8.2035 2.7345 3.418
Si 0 5.469 3.418
Si 5.469 5.469 3.418
Si 2.7345 8.2035 3.418
Si 8.2035 8.2035 3.418
Si 1.323 1.4278 4.7463
Si 6.8209 1.353 4.8465
Si 4.1349 4.0129 4.8546
Si 9.5692 4.0618 4.8591
Si 1.4019 6.7578 4.8119
Si 6.8548 6.796 4.7768
Si 4.102 9.5912 4.7978
Si 9.5928 9.5342 4.6182
Si 2.6912 0.0913 6.0493
Si 8.3022 -0.0951 5.965
Si -0.0276 2.6484 6.2735
Si 5.3932 2.5497 6.4067
Si 2.7632 5.3619 6.2733
Si 8.1223 5.3614 6.2149
Si -0.1197 8.1262 5.9567
Si 5.5212 8.2093 6.1297
Si 3.6912 1.2848 7.8747
Si 9.7838 0.888 7.4819
Si 1.6267 3.6808 7.6409
Si 6.5351 4.2285 7.6665
Si 4.4564 6.593 7.4559
Si 9.2901 7.0235 7.3851
Si 1.0293 9.7908 7.0587
Si 7.2171 9.3388 7.3653
O 1.401 4.1818 24.6199
O 6.84 9.6245 24.646
O 2.6423 2.5153 8.2845
O 8.2456 8.1752 8.0156
O 5.5062 5.4674 8.0468
O 0.0197 -0.2004 8.0295
O 4.0974 6.8962 24.6638
O 9.5609 1.4417 24.564
O 2.1149 8.8836 7.896
O 0.8524 4.307 8.9724
O 8.8373 1.1571 8.831
O 6.794 10.2901 8.6679
O 3.8569 0.3192 9.2894
O 4.0836 7.4087 8.8564
O 6.9383 3.6962 9.1917
O 10.0363 6.2884 8.6518
O 3.3276 2.5048 23.9612
O 5.1973 0.6003 23.9203
O 7.873 3.3306 23.7748
O 10.6253 6.0558 23.9269
O 8.7207 7.9262 23.9601
O 2.3194 8.6829 23.9386
O 5.8244 4.9877 24.1111
O 0.4635 10.6121 23.8855
Si 3.5425 10.4177 10.6664
Si 0.9407 3.2124 12.6347
Si -2.46 -1.9069 11.7489
Si 4.4854 1.7884 23.0651
Si -6.1446 -7.581 17.2492
Si 3.3342 -11.063 15.8859
Si 1.1881 9.4245 23.0329
Si 15.7415 8.4405 17.4387
Si -1.9241 3.1472 12.634
Si -1.2779 4.2751 19.1419
Si 2.4449 0.5248 21.0825
Si 4.9739 12.91 14.6219
Si 10.7078 18.0499 12.0116
Si 2.561 0.9136 13.2165
Si 7.7038 11.2331 9.6576
Si 0.2795 5.9906 17.13
Si 5.4354 -2.2842 12.4176
Si 2.613 -2.924 9.1494
Si 3.8757 3.4074 12.2461
Si 7.9286 6.0665 20.9335
Si 7.2798 -2.3902 19.2032
Si 10.3526 5.2062 14.2524
Si 2.4147 1.4049 18.2493
Si 9.7921 -2.2147 17.4025
Si 6.5914 2.9483 10.5933
Si -3.0968 1.3646 14.6216
Si 0.1352 1.9904 20.1076
Si 8.9652 -0.0398 19.1718
Si 6.5926 4.0515 23.0401
Si 9.9038 7.243 23.0745
Si 7.7449 2.3347 17.5647
Si 11.3104 5.7608 9.5131
Si 6.3934 7.7971 14.8892
Si 4.5287 -4.7446 13.7241
Si 3.4118 6.055 16.7346
Si 8.7963 -1.5241 14.7156
O 5.8772 7.812 16.4018
O 5.7495 -2.028 18.6933
O 7.9914 2.255 15.9646
O -1.7575 -1.3917 13.1455
O 6.9637 -2.5487 11.8574
O 14.6482 7.2904 17.7656
O 1.229 1.6296 21.266
N 3.8468 13.0083 13.3445
O -2.0148 1.7337 13.4647
O 0.0164 5.759 11.1041
O 6.2507 2.9392 17.8892
O 8.4846 5.2369 19.6675
O -3.0241 -0.195 15.0606
O -0.6023 5.4876 15.8478
O -0.031 7.5472 17.5229
O -0.4868 3.1025 11.822
O 7.1122 -3.5988 20.3038
O 10.8308 5.1056 18.4224
O 3.7925 1.0771 21.7799
O -8.637 3.5117 11.7238
O 7.961 0.863 18.2436
O 10.3768 14.3803 20.3645
O 3.655 6.3693 15.1148
O 0.9684 2.0605 18.6774
O 1.8378 -5.2299 16.8269
O 6.7018 12.2715 10.3994
O 7.7383 14.3535 11.6646
O 9.4755 -3.0763 11.2229
O 11.9996 18.98 12.2909
O 0.7638 4.3662 13.797
O -0.6596 -4.2906 13.5095
O 2.6621 9.0542 10.4029
O 1.6024 6.799 9.3811
O 5.047 14.193 11.1023
O 4.6941 0.7366 15.6427
O 2.7872 0.3752 19.4831
O 4.2228 4.7718 13.0505
O 9.2163 6.5923 21.7631
O 5.6527 9.0049 14.0179
O -1.0788 0.891 20.161
O 7.0193 5.0463 21.8171
O -2.9591 -2.9194 14.8777
O 1.9422 -0.889 21.7176
O -0.8508 -0.8987 18.3306
O 2.2275 0.6081 16.8381
O 2.6657 -0.251 14.3791
O 5.575 2.8793 22.5199
O 8.9441 -7.6685 18.104
O 3.6242 2.4775 17.9969
O -0.9984 -1.6711 15.8534
O 2.6071 0.3237 11.6973
O 1.1607 1.7455 13.3551
O -7.06 -1.3986 16.6927
O 6.4195 12.6963 13.9274
O 4.9024 -7.6801 15.6111
O 0.0627 8.3393 22.5722
O 7.9676 -1.0888 19.956
O 4.407 -3.5919 12.5078
O -2.6322 -2.7508 17.9402
O 4.8508 9.8762 11.5079
O 9.0545 4.3381 13.7636
O 8.4688 -0.6351 10.7511
O 4.3667 -6.027 17.4017
O 6.0958 -4.5967 14.2002
H 12.5336 19.404 11.5825

Results
free energy: -133794.704 eV
free energy less fixed offsets of H -15.97, N -385.13, O -568.88, Si -635.61 eV per atom: -0.524 eV

Forces (eV/angstrom), in the order of the atoms: element, x, y, z
Si -0.014 0.0696 -0.3008
Si 0.1097 -0.0624 -0.3712
Si -0.0288 0.0681 -0.3359
Si 0.1153 -0.0744 -0.3372
Si 0.1134 -0.0546 -0.3968
Si 0.0035 0.0605 -0.2953
Si 0.1375 -0.0603 -0.4048
Si -0.0847 0.1023 -0.3295
Si 0.0092 0.0302 -0.1524
Si -0.0616 0.0579 -0.1792
Si 0.0971 -0.0559 -0.2126
Si 0.0153 0.0416 -0.1247
Si -0.0936 0.0666 -0.1974
Si -0.0178 -0.021 -0.1828
Si -0.0104 0.0229 -0.1692
Si 0.0418 -0.063 -0.181
Si -0.0622 -0.0235 0.032
Si -0.0267 0.0046 0.0475
Si -0.0221 -0.0095 0.0229
Si -0.0258 -0.0381 0.0413
Si -0.0147 -0.0042 0.1087
Si -0.0245 -0.0412 0.0307
Si -0.0496 0.0087 0.0418
Si -0.0226 -0.0199 0.0711
Si 0.0064 0.0523 -0.3496
Si 0.098 0.1923 0.2296
Si -0.2392 -0.0132 0.3442
Si 0.0684 0.1093 -0.317
Si 0.0901 0.249 0.3624
Si 0.0052 0.0769 -0.3535
Si 0.0405 0.1331 -0.3466
Si -0.0091 0.1854 0.2003
Si 0.0254 0.0351 -0.0289
Si 0.0627 -0.0585 -0.0039
Si -0.0011 0.0312 -0.0181
Si 0.0895 -0.0023 -0.0079
Si 0.0468 -0.0611 0.0107
Si 0.0211 0.0486 -0.0252
Si 0.0754 0.0048 -0.0101
Si 0.005 0.0284 -0.0316
Si -0.0169 -0.049 -0.004
Si -0.0457 0.0226 -0.0235
Si 0.0058 0.0078 -0.0082
Si -0.0744 0.051 -0.0157
Si -0.0041 0.0517 -0.0381
Si 0.0025 -0.0043 -0.0043
Si -0.0749 0.0204 -0.0263
Si 0.0121 -0.0108 -0.0123
Si 0.0729 -0.0605 0.0165
Si -0.0013 -0.0116 0.0141
Si 0.0224 0.0302 0.0158
Si 0.0136 -0.0107 0.0425
Si -0.0682 0.0346 -0.0064
Si 0.0746 -0.0375 0.0154
Si 0.0387 -0.0458 0.0289
Si 0.0237 0.0391 0.0087
Si -0.0578 -0.0228 0.0366
Si -0.0157 -0.0737 -0.0028
Si 0.0621 0.0292 -0.0146
Si -0.0239 0.0696 0.0298
Si -0.08 -0.048 0.0348
Si -0.1214 0.0362 -0.0002
Si -0.0258 0.0906 -0.0137
Si -0.0587 -0.1077 -0.0031
Si 0.4277 0.2327 -0.6959
Si 0.0685 0.07 0.1377
Si -0.0144 0.3016 -0.1335
Si -0.1504 -0.0282 0.4504
Si -0.0309 -0.3816 0.3087
Si -0.0731 -0.3669 0.214
Si 0.0479 -0.1535 0.3145
Si -0.3704 -0.52 -0.78
Si 0.0126 0.1302 -0.0697
Si -0.0316 0.0658 -0.0402
Si -0.0056 -0.0008 0.1429
Si 0.1133 0.0868 -0.0422
Si 0.1611 -0.0022 -0.0066
Si 0.0274 0.0969 -0.0166
Si 0.0063 -0.1095 -0.0147
Si -0.0209 -0.1385 -0.1243
Si 0.0372 -0.1085 0.094
Si -0.1015 0.0825 0.1512
Si 0.0727 0.0191 0.1671
Si -0.0046 0.0155 0.2328
Si 0.0107 -0.0099 0.1237
Si -0.1154 0.0263 0.0737
Si -0.0579 -0.1335 0.1848
Si 0.0198 -0.0128 0.0792
Si -0.2121 -0.269 0.133
Si -0.0254 -0.1504 0.4976
Si -0.2003 0.1071 0.1837
Si -0.082 -0.0406 0.3823
Si 0.1639 -0.092 0.0966
Si -0.0819 0.0907 0.408
Si 0.0159 -0.0973 0.4903
Si -0.0091 -0.2301 0.4789
O -0.0175 -0.0015 0.7061
O 0.0431 0.0076 0.6664
O 0.0614 0.1677 -0.3185
O 0.023 -0.0744 -0.6168
O -0.0646 -0.0341 -0.4431
O 0.1472 -0.0025 -0.8009
O -0.0035 -0.0297 0.7138
O 0.032 -0.027 0.6448
O 0.0629 0.0278 0.1275
O 0.1205 -0.0496 -0.2385
O 0.2275 0.1373 -0.3315
O -0.1057 -0.1564 -0.2498
O 0.0574 0.4955 -0.6837
O -0.0829 -0.0299 -0.1086
O 0.0146 0.1652 -0.6854
O 0.0139 0.0091 -0.1391
O -0.0684 0.0153 0.1872
O 0.043 -0.0836 0.2822
O 0.0609 -0.096 0.3105
O 0.0152 -0.0646 0.2254
O -0.059 0.0189 0.1927
O 0.0426 -0.0272 0.2574
O -0.031 0.0483 0.1209
O -0.0499 0.0707 0.2047
Si 0.008 0.1724 0.6425
Si 0.0635 -0.1075 0.1674
Si 0.0396 -0.2461 0.1721
Si -0.1713 -0.1382 -0.2233
Si -0.0057 -0.2078 -0.1405
Si 0.0569 0.1769 -0.1788
Si 0.1071 0.0359 -0.2387
Si 0.141 0.077 -0.0748
Si 0.1303 0.0433 0.1903
Si -0.022 -0.0801 0.1722
Si -0.1884 0.2495 -0.2114
Si -0.0689 -0.0644 0.0265
Si -0.0817 0.3084 0.2645
Si -0.1642 0.0966 0.1648
Si 0.2406 -0.2379 0.2454
Si -0.1484 -0.059 -0.0457
Si 0.1042 -0.1531 0.1332
Si -0.0844 0.1463 0.0596
Si -0.1885 0.1637 0.155
Si 0.0744 0.0691 -0.323
Si 0.0739 0.0281 0.1
Si -0.0183 -0.0599 -0.0581
Si -0.0497 -0.052 0.0581
Si -0.0562 0.0679 -0.0251
Si -0.0811 0.0956 0.6033
Si 0.0368 0.0147 0.0015
Si 0.0444 0.0921 0.0695
Si 0.0329 0.1262 0.0591
Si -0.0119 0.1228 -0.1345
Si -0.0691 -0.1305 -0.1294
Si 0.0863 -0.0213 -0.0173
Si -0.2506 0.0212 0.363
Si 0.1239 0.0336 -0.0611
Si 0.0003 -0.0592 -0.0819
Si 0.0429 -0.0098 -0.1717
Si -0.0833 0.0186 -0.0728
O -0.038 -0.0189 0.0999
O -0.0706 0.0174 -0.0564
O -0.0221 0.0121 0.0127
O -0.0266 0.0138 -0.0447
O -0.0245 0.0343 -0.0139
O -0.0214 0.0103 0.0346
O 0.0807 -0.1262 0.0071
N 0.1398 -0.0696 0.1585
O -0.02 0.022 -0.0261
O 0.1136 -0.1532 -0.3971
O -0.0649 0.0515 0.0143
O -0.064 0.0853 0.0559
O -0.027 0.0158 0.0126
O 0.0247 0.0118 0.0722
O 0.0139 0.0312 0.0016
O -0.0439 -0.0225 -0.0398
O 0.0141 -0.0284 -0.0462
O 0.0736 0.04 -0.0282
O 0.2117 0.146 0.2914
O 0.0215 0.0393 -0.0692
O -0.0522 -0.0167 -0.0164
O -0.0346 0.0142 -0.1001
O -0.0145 0.0279 0.081
O 0.0125 -0.0286 -0.0876
O 0.0398 -0.007 0.0285
O -0.0558 -0.0559 -0.14
O -0.1163 0 -0.1856
O 0.0342 0.0095 -0.0795
O 0.0661 -0.0052 -0.1725
O 0.0559 -0.0083 -0.0489
O 0.042 -0.0324 -0.0736
O 0.0096 -0.1423 -0.3155
O 0.1302 0.0978 0.0005
O 0.137 -0.039 -0.2715
O -0.0114 -0.0267 0.0294
O 0.0214 -0.0221 0.0314
O -0.0057 -0.0621 -0.039
O 0.1753 0.1261 0.2636
O -0.049 0.0071 -0.0193
O -0.0247 -0.066 -0.0258
O -0.1305 -0.2441 0.2809
O 0.0228 0.0156 0.0404
O -0.1618 -0.2247 0.3123
O -0.0054 -0.0613 -0.0357
O 0.0022 -0.024 0.0067
O 0.0249 -0.017 0.025
O 0.0129 0.031 0.0834
O -0.0271 0.001 -0.0556
O 0.0538 0.0813 0.0134
O 0.0167 -0.0313 0.0626
O 0.1017 -0.1939 -0.3289
O 0.1012 -0.0048 -0.041
O -0.051 -0.0171 0.0598
O -0.009 -0.0428 0.0309
O -0.0011 0.0392 0.083
O 0.0056 0.0008 0.059
O -0.0386 -0.0607 -0.092
O 0.0445 0.0586 0.0109
O 0.0161 -0.0359 -0.0084
O -0.1124 0.1111 -0.2044
O -0.0273 -0.0308 -0.0519
O -0.1231 0.2994 -0.3249
O 0.0039 0.0274 0.0576
O -0.0477 0.0161 0.0592
H -0.1715 -0.0903 0.2244

The program warned: the cutoff lies below the one the program advises for these potential files; the forces do not sum to zero within the program's tolerance; the exchange-correlation potential is rough where the density is thin.
